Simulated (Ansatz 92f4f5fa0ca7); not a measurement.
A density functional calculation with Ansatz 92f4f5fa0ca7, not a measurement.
Periodic cell of 220 atoms, Si132O88, from a study of silicon, its oxide and their interface. The atomic structure is a simulated model.
Doubt: the cutoff is far below the 930 eV that the study's wrapper takes by default for these files, so forces and energies are approximate.

Settings
functional: PBE
potential files: Ansatz PAW
basis: plane waves
wave-function cutoff: 580 eV
density cutoff ratio: 5
exchange-correlation grid ratio: 1
k mesh: 1 x 1 x 1, Gamma-centred
self-consistency stop: 5e-08 eV per atom in the density residual
occupations: fixed
spin: none
net charge: 0

Cell vectors (angstrom)
a	10.938	0	0
b	0	10.938	0
c	0	0	32.6919

Atoms: element, x, y, z (angstrom)
Si	-0.1917	0.0693	25.4043
Si	5.6669	-0.1981	25.2892
Si	2.552	3.0352	25.3677
Si	8.7462	2.4326	25.0473
Si	0.1988	5.048	25.0096
Si	5.2547	5.6605	25.2097
Si	3.0569	7.892	25.1438
Si	7.9815	8.5809	25.1168
Si	1.4079	1.3418	26.5952
Si	6.8982	1.4602	26.414
Si	4.0845	4.2185	26.6651
Si	9.6645	4.0149	26.5472
Si	1.3139	6.7891	26.3553
Si	6.9191	6.8312	26.4138
Si	4.1244	9.5043	26.5744
Si	9.4724	9.5655	26.6759
Si	2.7608	-0.0348	27.9192
Si	8.1479	0.0639	27.9322
Si	0.0376	2.6998	27.9551
Si	5.4916	2.7586	27.8671
Si	2.659	5.5382	27.925
Si	8.234	5.4463	27.8424
Si	-0.003	8.1621	27.8559
Si	5.5329	8.1465	27.8993
Si	4.1018	1.3673	29.2736
Si	9.5708	1.3673	29.2736
Si	1.3673	4.1018	29.2736
Si	6.8362	4.1018	29.2736
Si	4.1018	6.8362	29.2736
Si	9.5708	6.8362	29.2736
Si	1.3673	9.5708	29.2736
Si	6.8362	9.5708	29.2736
Si	0	0	30.6409
Si	5.469	0	30.6409
Si	2.7345	2.7345	30.6409
Si	8.2035	2.7345	30.6409
Si	0	5.469	30.6409
Si	5.469	5.469	30.6409
Si	2.7345	8.2035	30.6409
Si	8.2035	8.2035	30.6409
Si	1.3673	1.3673	32.0081
Si	6.8362	1.3673	32.0081
Si	4.1018	4.1018	32.0081
Si	9.5708	4.1018	32.0081
Si	1.3673	6.8362	32.0081
Si	6.8362	6.8362	32.0081
Si	4.1018	9.5708	32.0081
Si	9.5708	9.5708	32.0081
Si	2.7345	0	0.6835
Si	8.2035	0	0.6835
Si	0	2.7345	0.6835
Si	5.469	2.7345	0.6835
Si	2.7345	5.469	0.6835
Si	8.2035	5.469	0.6835
Si	0	8.2035	0.6835
Si	5.469	8.2035	0.6835
Si	4.1018	1.3673	2.0507
Si	9.5708	1.3673	2.0507
Si	1.3673	4.1018	2.0507
Si	6.8362	4.1018	2.0507
Si	4.1018	6.8362	2.0507
Si	9.5708	6.8362	2.0507
Si	1.3673	9.5708	2.0507
Si	6.8362	9.5708	2.0507
Si	0	0	3.418
Si	5.469	0	3.418
Si	2.7345	2.7345	3.418
Si	8.2035	2.7345	3.418
Si	0	5.469	3.418
Si	5.469	5.469	3.418
Si	2.7345	8.2035	3.418
Si	8.2035	8.2035	3.418
Si	1.3268	1.3846	4.7685
Si	6.8223	1.38	4.8378
Si	4.1689	4.0346	4.7804
Si	9.5226	4.1268	4.8189
Si	1.3672	6.8362	4.8021
Si	6.7821	6.8994	4.7859
Si	4.0695	9.6212	4.8209
Si	9.6585	9.4872	4.6789
Si	2.6559	0.0504	6.1816
Si	8.3171	-0.0836	5.9137
Si	-0.0732	2.7052	6.1501
Si	5.4093	2.6831	6.3864
Si	2.8235	5.4625	6.0211
Si	8.1285	5.5551	6.1663
Si	-0.0123	8.1997	6.2077
Si	5.4057	8.2771	6.2069
Si	3.5393	1.6306	7.7309
Si	9.8151	0.929	7.3938
Si	1.5492	3.9706	7.2559
Si	6.5524	4.4723	7.5391
Si	4.2613	6.6352	7.5098
Si	9.1811	7.2033	7.5437
Si	1.1789	9.7607	7.5675
Si	7.0826	9.5181	7.3408
O	1.424	3.991	24.6038
O	6.7313	9.5913	24.7665
O	2.5228	2.9145	8.0937
O	8.0816	8.3676	8.052
O	5.4044	5.5651	8.0535
O	0.0475	-0.0538	8.0726
O	4.1837	6.78	24.5858
O	9.7575	1.1719	24.6749
O	1.8527	9.1705	8.9794
O	0.7928	4.9908	8.2881
O	8.8687	1.2895	8.7076
O	6.5928	10.751	8.3877
O	3.4957	0.8429	9.2
O	3.5618	7.181	8.8981
O	7.3342	4.0792	8.9606
O	9.7419	6.5853	8.9717
O	3.536	2.501	24.1629
O	5.0863	0.3635	23.8448
O	8.6874	3.1005	23.5205
O	10.3609	5.2051	23.5168
O	8.65	8.4047	23.6129
O	2.503	8.5343	23.7204
O	5.9087	4.8012	23.9523
O	0.3272	9.987	24.2118
Si	4.0093	9.1429	12.2115
Si	13.4898	3.8787	13.7587
Si	3.1702	0.7112	10.79
Si	9.3258	4.3169	22.6063
Si	11.4809	-2.4984	20.8341
Si	12.1801	1.3551	14.9823
Si	5.1767	13.1667	20.8982
Si	8.2925	10.5444	17.6579
Si	3.3413	10.1461	15.1868
Si	2.4989	8.0569	17.1236
Si	7.7711	0.5009	20.5319
Si	7.198	12.5624	13.6353
Si	10.8963	3.945	12.0215
Si	2.4147	-3.0591	9.8285
Si	7.5899	11.5161	9.4534
Si	-6.6684	4.3353	18.8205
Si	8.5224	-0.7466	11.947
Si	0.2473	0.8262	12.0968
Si	6.6823	8.4878	13.5149
Si	3.7795	1.1559	23.2941
Si	10.9543	-1.427	17.8702
Si	6.9177	3.4578	10.3911
Si	6.6426	5.8608	15.3417
Si	7.2326	5.3712	18.3834
Si	3.5254	5.2698	16.1877
Si	6.1574	7.186	20.6359
Si	-6.2045	13.9781	12.0883
Si	9.3422	3.2476	19.7679
Si	10.5081	1.5275	17.5417
Si	8.5623	8.8201	22.0311
Si	6.4093	4.7583	22.4069
Si	11.0663	5.8078	9.517
Si	-4.8074	10.8328	15.5969
Si	1.626	-1.1125	23.2489
Si	3.221	7.2154	19.9106
Si	8.3111	4.1482	13.1618
O	1.792	7.3111	20.7916
O	7.9817	-0.4665	19.2453
O	9.865	4.6429	13.1087
O	6.8637	-0.6542	16.933
O	-0.8221	-0.3946	11.8543
O	2.4568	11.1906	23.4369
O	3.9808	1.5509	21.7486
O	3.3565	9.6176	13.638
O	4.2061	10.5032	11.333
O	1.1872	6.8661	10.1275
O	3.5227	5.621	19.5551
O	5.6882	5.8928	21.5124
O	3.4954	8.8345	16.1207
O	6.9826	6.7374	19.2688
O	1.1674	9.6733	21.6995
O	6.9384	1.8174	10.2839
O	13.8753	-2.6975	18.6703
O	13.2895	13.335	14.4057
O	4.3174	2.9596	19.703
O	2.7137	6.4959	16.8452
O	7.1959	8.1624	21.4067
O	9.9884	3.8893	21.1485
O	9.4119	20.3279	17.3095
O	6.8374	7.2984	14.6003
O	-2.3534	1.9036	20.3275
O	5.3793	14.7679	10.8154
O	5.417	8.3253	12.465
O	3.5505	2.0845	11.5601
O	7.2983	15.8127	14.2052
O	13.4479	4.9199	14.979
O	0.3671	11.1119	18.0421
O	7.9779	10.2652	10.4244
O	-4.0814	12.2157	15.1763
O	6.2983	9.7654	14.4106
O	8.0809	8.7667	12.6646
O	4.028	4.0862	13.1017
O	10.6879	13.2821	11.6788
O	6.0506	3.3058	21.76
O	7.7451	0.3815	12.7904
O	-2.9565	5.1661	22.2497
O	10.4649	2.7281	18.6703
O	5.0493	5.5893	15.6452
O	7.4555	5.738	16.7837
O	0.179	-2.0788	19.3299
O	3.5711	4.1067	17.3537
O	1.6087	0.4405	11.2548
O	5.8399	4.5698	18.5061
O	9.9731	-2.7877	21.4572
O	4.6611	7.8599	20.4414
O	0.3575	0.8597	13.7182
O	1.9859	0.0233	15.5304
O	8.4457	2.6387	13.7227
O	6.1986	0.9893	20.5456
O	5.8792	2.2421	12.9201
O	8.4088	4.3871	19.0005
O	0.9852	8.6296	16.8977
O	12.38	4.2011	12.6278
O	8.9477	1.0653	17.267
O	11.2534	2.014	16.1626
O	3.0175	8.2115	11.3156
O	10.6648	4.7282	10.6374
O	7.8225	4.0995	11.5959
O	8.3391	-0.4717	21.7572
O	4.543	11.1389	15.6706

Results
free energy: -133961.294 eV
free energy less fixed offsets of O -568.88, Si -635.61 eV per atom: 0.666 eV

Forces (eV/angstrom), in the order of the atoms: element, x, y, z
Si	0.0414	-0.0793	-0.177
Si	0.1394	-0.1412	-0.3667
Si	0.0701	-0.1135	-0.2234
Si	-0.1178	-0.1281	-0.1684
Si	0.0503	-0.1019	-0.2664
Si	0.0353	0.0145	-0.2091
Si	0.1255	-0.117	-0.2408
Si	0.0314	0.0341	-0.2709
Si	0.0153	0.0637	-0.2966
Si	0.1496	-0.0321	-0.2116
Si	-0.0207	-0.0754	-0.1529
Si	-0.0842	0.1253	-0.1919
Si	0.0511	0.009	-0.2213
Si	-0.0677	0.0862	-0.1284
Si	-0.0526	-0.0254	-0.1305
Si	0.0496	0.013	-0.1733
Si	0.0735	-0.068	0.0174
Si	-0.1008	0.0865	0.0618
Si	0.1085	-0.1169	0.0621
Si	-0.044	-0.0861	0.0746
Si	-0.0587	0.0631	0.0688
Si	0.0188	-0.0715	0.0103
Si	0.1012	0.0232	0.0756
Si	0.0642	0.052	-0.0148
Si	0.3176	-0.0278	-0.2141
Si	-0.0971	-0.0003	0.309
Si	0.0124	0.1281	0.2932
Si	0.1707	0.097	-0.2606
Si	-0.0715	0.1611	0.0376
Si	0.0991	-0.2783	-0.2773
Si	-0.1109	-0.2851	-0.1987
Si	-0.174	0.1048	0.0995
Si	-0.1096	-0.0346	-0.0301
Si	-0.0176	-0.0968	0.0246
Si	0.0107	0.1301	-0.0409
Si	0.0986	0.0194	0.0161
Si	-0.0337	-0.1016	0.0257
Si	-0.0889	-0.0356	-0.0463
Si	0.1185	0.0672	0.024
Si	0.0108	0.1237	-0.0614
Si	0.0402	-0.0527	-0.0197
Si	0.0004	-0.0106	-0.0416
Si	0.0554	-0.0635	0.0067
Si	-0.0441	0.0534	-0.0149
Si	-0.0106	-0.0272	-0.0494
Si	0.0046	-0.0026	-0.0289
Si	-0.0782	0.103	0.0029
Si	0.0544	-0.0397	0.0101
Si	0.0511	-0.0877	0.0093
Si	-0.059	0.0515	-0.002
Si	-0.0335	0.0333	0.0162
Si	-0.0189	0.0253	0.049
Si	-0.0486	0.0476	-0.0036
Si	0.0801	-0.0874	-0.0135
Si	0.0209	0.0266	0.0482
Si	-0.0022	0.024	0.0235
Si	-0.0696	-0.0204	-0.0152
Si	0.02	-0.1251	0.058
Si	0.049	-0.0089	0.0471
Si	0.0633	0.1091	-0.031
Si	-0.0277	-0.1085	0.0634
Si	-0.1588	-0.0809	-0.0472
Si	0.0474	0.1415	-0.0699
Si	0.0972	0.0213	0.0373
Si	0.325	-0.023	-0.5924
Si	-0.0333	0.1718	0.2794
Si	0.0601	-0.0796	-0.029
Si	-0.3392	0.2037	0.2496
Si	-0.1135	-0.0315	0.2418
Si	0.1853	-0.1026	-0.0481
Si	-0.1267	0.2489	0.2203
Si	-0.1022	-0.2868	-0.415
Si	-0.1098	0.01	-0.0835
Si	-0.1181	0.1221	0.0036
Si	0.1323	-0.086	-0.0064
Si	-0.0292	0.1123	-0.007
Si	-0.0689	0.06	-0.0639
Si	-0.0987	0.0345	-0.0344
Si	-0.1212	0.0557	-0.0567
Si	0.144	-0.0456	-0.0276
Si	0.0683	-0.0624	0.1645
Si	-0.0625	0.0177	0.0267
Si	0.0141	-0.1613	0.1722
Si	0.0016	0.0355	0.2299
Si	-0.0186	0.0323	0.141
Si	0.0495	0.0437	0.0932
Si	-0.0382	-0.1405	0.2904
Si	0.1165	-0.0965	0.2213
Si	-0.1432	0.1087	0.141
Si	0.0686	0.1628	0.4063
Si	-0.1507	0.1175	0.3457
Si	-0.0501	-0.0641	0.3087
Si	0.0713	-0.0287	0.2147
Si	-0.0034	0.0856	0.1348
Si	-0.117	0.0313	0.2669
Si	0.0128	-0.0327	0.0699
O	-0.0202	0.0835	0.506
O	-0.0714	0.1391	0.3625
O	0.1935	-0.1233	-0.4844
O	0.0218	-0.0142	-0.4557
O	0.0791	-0.0827	-0.4476
O	0.0254	-0.0424	-0.5063
O	-0.1494	0.0947	0.5077
O	-0.173	0.1083	0.4399
O	-0.0998	0.1192	-0.2799
O	0.0115	-0.0034	-0.0326
O	0.0737	-0.016	-0.0998
O	-0.1202	-0.2751	-0.1128
O	0.1729	0.1202	-0.4661
O	0.015	0.0027	-0.1179
O	-0.048	0.0946	-0.4912
O	-0.0195	0.0463	-0.146
O	-0.0363	0.0248	0.0944
O	-0.028	0.0328	0.2412
O	-0.0588	-0.1725	0.303
O	0.2794	0.1689	0.4637
O	-0.0761	-0.0842	0.454
O	-0.0192	-0.0051	0.1715
O	-0.1013	0.0992	0.301
O	0.0109	0.0389	0.1459
Si	0.1924	0.0064	0.1661
Si	0.0226	-0.0061	-0.1303
Si	-0.0036	0.1029	0.426
Si	-0.0609	-0.0598	-0.0816
Si	0.0563	-0.0989	-0.1254
Si	-0.0403	0.0334	-0.1389
Si	0.0693	-0.0617	-0.129
Si	-0.0669	0.0026	0.1421
Si	0.0403	-0.062	-0.0664
Si	0.0709	0.026	0.184
Si	-0.0415	0.0118	-0.0875
Si	0.1436	0.0108	0.0014
Si	0.1029	-0.025	0.2655
Si	0.124	-0.0238	0.0519
Si	0.1855	-0.1015	0.0731
Si	0.103	0.0663	0.1448
Si	0.0556	0.0345	0.3449
Si	-0.0892	0.0571	0.0747
Si	0.0124	0.0692	-0.1452
Si	0.0835	0.0337	-0.1732
Si	-0.0006	-0.1113	0.1587
Si	-0.112	0.1995	0.4905
Si	0.0645	-0.081	0.0397
Si	-0.182	-0.0214	0.0443
Si	0.0166	-0.0777	-0.0277
Si	-0.0384	-0.0061	-0.0613
Si	0.0772	0.1269	0.0745
Si	-0.1907	-0.1415	-0.0681
Si	-0.0281	-0.033	0.0228
Si	-0.1289	0.0606	-0.3154
Si	-0.1494	0.026	-0.3523
Si	-0.0189	-0.2523	-0.0429
Si	0.1104	0.0186	0.0176
Si	-0.0781	0.0127	-0.1651
Si	0.0657	-0.0457	0.0727
Si	0.1684	0.0469	0.1634
O	0.0013	0.0345	-0.0166
O	0.0381	-0.0386	-0.0857
O	-0.0563	-0.0791	-0.0726
O	-0.0104	0.0003	0.0296
O	0.0127	0.0022	-0.1037
O	-0.0594	0.0141	0.0201
O	-0.1296	-0.0941	0.2501
O	-0.0426	0.0251	-0.01
O	-0.0193	0.0189	-0.1495
O	0.0137	0.0401	0.0178
O	-0.0389	-0.0081	-0.0472
O	-0.001	-0.1125	0.1821
O	-0.0096	0.0228	-0.0193
O	0.0151	-0.0055	-0.0043
O	0.1248	0.127	0.25
O	-0.0551	-0.1483	-0.1006
O	-0.0034	0.0034	-0.0557
O	0.0044	-0.0591	0.0864
O	-0.002	0.0271	-0.0324
O	-0.0586	0.0222	-0.0284
O	0.072	0.039	0.1005
O	-0.0193	0.0964	0.2729
O	0.0203	0.058	-0.039
O	0.0058	-0.0099	0.0388
O	0.0869	0.0678	0.0011
O	0.0254	-0.0625	-0.1151
O	-0.0474	0.041	0.0191
O	-0.0871	-0.044	-0.0909
O	-0.0417	0.0638	0.0241
O	-0.002	0.0381	0.0806
O	0.0055	0.0144	-0.0379
O	-0.0026	0.1396	-0.1468
O	-0.0844	-0.0553	0.0446
O	-0.0313	0.0162	0.0296
O	-0.0394	0.0146	-0.0354
O	-0.0503	-0.079	-0.0213
O	-0.0282	-0.0274	-0.0641
O	0.0489	0.0885	0.1731
O	-0.0131	-0.0478	-0.0584
O	0.1166	0.073	0.0768
O	0.0838	-0.0214	-0.0511
O	0.0024	0.0309	-0.0251
O	0.0092	0.0559	-0.096
O	-0.0274	0.0319	0.0033
O	-0.0243	0.0339	-0.0589
O	0.1177	-0.0581	-0.1601
O	0.0396	-0.0351	-0.0535
O	-0.0334	0.0066	0.0775
O	-0.0584	-0.0488	-0.0382
O	0.0348	-0.0023	0.0955
O	0.033	-0.0127	0.0266
O	-0.084	-0.0183	-0.0117
O	0.0023	0.0104	0.0469
O	-0.0737	-0.0232	-0.0489
O	0.0716	-0.0166	0.0426
O	-0.0555	0.0231	-0.1178
O	-0.0631	0.0101	-0.0529
O	0.0369	0.0376	-0.1034
O	-0.0291	0.0224	0.0448
O	-0.2208	-0.0813	-0.3097
O	-0.0112	0.127	-0.1851
O	-0.0375	-0.0503	-0.2291
O	0.0774	-0.0597	0.0754
O	0.0037	0.0054	0.0514

The program warned: the cutoff lies below the one the program advises for these potential files; the exchange-correlation potential is rough where the density is thin.
